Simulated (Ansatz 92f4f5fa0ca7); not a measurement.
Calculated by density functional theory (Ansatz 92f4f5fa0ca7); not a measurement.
Periodic cell of 130 atoms, Si86O44, from a study of silicon, its oxide and their interface. The atomic structure is a simulated model.

Settings: functional r2SCAN; potential files Ansatz norm-conserving; basis plane waves; wave-function cutoff 1300 eV; density cutoff ratio 4; exchange-correlation grid ratio 1; k mesh 2 x 2 x 1, shifted by 0.5 0.5 0.5 of a step; self-consistency stop 5e-08 eV per atom in the density residual; occupations Fermi-Dirac, 0.05 eV; spin none; net charge 0.

Cell vectors (angstrom)
a, 10.88, 0, 0
b, 0, 10.88, 0
c, 0, 0, 19.5482

Atoms and the computed forces on them: element, x, y, z (angstrom), force x, y, z (eV/angstrom)
Si, 0.4045, -0.5945, 0.0479, 0.3572, 0.7813, -0.4877
Si, 3.1485, 2.2592, -0.0422, 0.4278, 0.884, -1.5347
Si, -0.3504, 5.6092, -0.1, 1.3634, -0.879, 0.1606
Si, 2.6471, 8.1543, 0.0146, -2.3208, 0.0225, -4.4877
Si, 5.4168, 0.3993, -0.2783, 1.0846, -1.5805, -0.1428
Si, 8.3407, 3.1252, 0.59, -2.9621, -1.1488, 0.4571
Si, 5.6209, 4.979, 0.0218, 2.0275, 0.5329, 2.8312
Si, 8.4371, 7.5723, 0.1016, -0.4527, 1.4601, -1.1521
Si, 1.6008, 1.4585, 1.4425, 0.3157, -2.669, -0.5462
Si, 4.061, 4.177, 1.3981, 0.2189, -2.7943, -0.8446
Si, 1.051, 6.6725, 1.4028, 2.3701, 1.0203, 0.0555
Si, 4.0859, 9.4659, 1.1004, 1.0463, 2.5262, 0.0509
Si, 6.9964, 1.063, 1.3528, -0.4739, 2.3806, 0.6136
Si, 9.4361, 4.3253, 2.1543, -0.818, 2.6063, -3.431
Si, 6.3816, 6.7706, 1.4684, 1.2682, -0.4812, -0.2653
Si, 9.3198, 9.0543, 1.7814, 1.1692, 0.1899, -1.0138
Si, -0.0165, 2.8804, 2.3609, 3.9127, -2.8434, 1.7411
Si, 3.2003, 0.1218, 2.757, -3.0209, -0.7616, -0.5163
Si, 0.1146, 8.0129, 3.1316, -0.8832, 0.4712, -0.2028
Si, 2.9107, 5.6225, 2.5299, -2.9757, 0.5014, 0.7221
Si, 5.3989, 2.9776, 3.0014, 0.2604, -1.5805, -2.1565
Si, 7.9378, -0.2462, 3.0139, -1.3777, -1.6196, -1.3401
Si, 4.9701, 8.3025, 2.8013, 2.8308, 0.054, 0.7125
Si, 7.6815, 5.2377, 2.9842, -1.3978, 2.0348, 1.8731
Si, 1.5172, 4.1734, 3.8196, -1.8296, 0.5512, -0.556
Si, 4.1696, 1.4654, 4.2697, 0.2986, -0.3715, 1.3733
Si, 1.412, 9.9357, 4.2092, 1.0021, -1.3768, -0.4156
Si, 3.8171, 6.8792, 4.2207, 1.9305, -1.8539, -1.6559
Si, 6.388, 3.5881, 4.8912, 1.2301, 1.2156, -0.3728
Si, 9.6804, 1.0223, 3.3488, 1.9573, 1.0707, 1.8355
Si, 6.5126, 9.7477, 4.7381, -0.4181, -0.5856, -1.9438
Si, 9.4005, 6.4945, 4.3332, -1.3886, 1.9893, -1.3374
Si, -0.1237, 0.2857, 5.5612, 0.5193, 0.0653, -0.9601
Si, 2.4945, 2.8358, 5.24, 1.0844, -1.8279, 0.2804
Si, -0.0618, 5.1489, 5.4376, 2.2469, 1.6939, -1.0454
Si, 2.905, 8.3728, 5.4155, -3.6367, 1.7807, 2.4172
Si, 5.2334, 0.0994, 6.292, -0.6353, -0.6382, -2.3675
Si, 8.3319, 2.16, 4.8551, -1.9261, -0.3244, 1.1889
Si, 5.5894, 5.7933, 5.3246, -2.3326, -2.6053, -1.1795
Si, 8.0987, 8.3205, 5.569, 1.7292, -0.6133, 0.429
Si, 1.2927, 1.7457, 6.8812, 0.9038, -2.7703, -1.7354
Si, 4.0537, 3.9284, 6.4001, 0.1702, 3.4723, 0.578
Si, 0.702, 7.1194, 6.5586, 2.8019, -0.8347, 0.2885
Si, 3.7546, 9.4083, 7.3728, 0.9248, 0.942, -0.7338
Si, 6.9474, 1.2804, 7.1199, 1.4209, -0.1138, -1.2101
Si, 9.3798, 3.6892, 6.0232, -0.6961, 0.3355, 3.4115
Si, 6.5859, 7.0412, 6.7022, 1.4316, 0.9745, 4.2087
Si, 9.6745, 9.669, 7.0165, 0.2354, -1.7126, -0.9659
Si, -0.1396, 3.0063, 7.7919, -1.3829, 1.829, 2.7852
Si, 2.3265, 0.1726, 8.3254, 1.5898, 0.6439, -1.0073
Si, 0.1337, 8.2085, 8.5532, -2.7015, -0.4794, -1.8616
Si, 2.5492, 5.6035, 7.8548, 0.9241, 1.6014, -1.149
Si, 5.1677, 2.5864, 7.7635, 3.1463, 1.2984, 0.3227
Si, 8.3989, -0.072, 8.4093, -1.3881, 1.2554, 1.1029
Si, 5.4532, 8.4532, 8.7702, 1.3957, -0.822, -1.8207
Si, 8.0252, 5.3344, 8.0399, -1.3043, -0.1114, -1.9881
Si, 1.3358, 4.4815, 9.3148, -2.0565, -0.7475, 0.1424
Si, 3.9408, 1.7351, 9.3127, -0.3731, -3.2311, 1.6781
Si, 1.539, 9.4929, 9.7011, -0.7843, 0.7242, 2.5501
Si, 4.0093, 6.9005, 9.5404, -1.0668, -1.601, 0.4125
Si, 6.7112, 3.8483, 9.2999, -3.0451, 1.1581, -1.3322
Si, 9.627, 1.6432, 9.3933, -1.072, 0.1595, -0.2809
Si, 7.0358, 9.811, 10.1079, -0.8339, 0.6294, -1.5196
Si, 8.845, 7.0789, 9.2358, 3.1658, 0.261, 1.3193
Si, 0.2813, 0.7388, 10.7407, 0.0625, -2.9231, -0.1004
Si, 2.5771, 2.9808, 10.575, -2.6908, -0.8366, 1.0862
Si, -0.4281, 5.5859, 10.5586, -1.3322, -0.9446, 0.5687
Si, 3.3717, 8.4824, 11.1776, -2.7946, -2.2758, -3.7634
Si, 5.1211, 0.1084, 10.9105, 1.7119, 1.4938, 0.9592
Si, 8.1627, 2.9948, 10.6926, 3.5033, 1.0084, 1.3692
Si, 4.5137, 4.7629, 10.6377, 0.8376, 0.0474, 2.2776
Si, 8.3032, 8.2681, 11.1797, -1.4194, -2.1971, 3.5401
Si, 1.896, 4.1631, 17.5511, -7.5507, -3.8663, -0.4241
Si, 2.0945, 8.7244, 13.898, 4.1259, 2.0565, 1.7464
Si, 6.8316, 1.4905, 13.1188, -4.5749, 0.6322, -0.8116
Si, 10.2718, 7.202, 13.1515, 0.9347, 5.8067, 1.9521
Si, 6.6677, 5.7424, 12.6622, -1.2173, -2.1452, 1.0973
Si, 11.2119, 11.2351, 13.7569, 3.1206, -0.1461, 4.2862
Si, 4.0975, -3.1051, 16.3727, -2.3202, 1.9399, -1.738
Si, 8.5812, 0.0445, 15.299, -0.8212, 1.0433, -0.4084
Si, 6.235, 4.0003, 14.7455, -2.6861, -2.9563, -2.5921
Si, -1.4273, 1.4245, 17.7486, 2.8465, 1.1341, -1.2268
Si, 0.1268, 3.0079, 15.4313, 0.7728, -3.1469, -0.6156
Si, 4.6785, 5.009, 16.7728, -0.4531, -1.3108, -2.8804
Si, 8.927, 15.5769, 14.1178, 0.1514, 2.3856, -1.4929
Si, 6.9211, 9.2133, 17.2397, -5.4939, 0.2158, 3.382
O, 1.7297, -1.48, -0.7206, -2.6231, 1.0161, 2.2102
O, -0.5641, 0.1658, -1.1504, -0.41, -0.1355, -0.3748
O, 1.8927, 2.6552, -1.1033, 2.1755, 1.9458, -1.2448
O, -0.4227, 2.3932, -2.7013, 0.2332, -0.2252, -1.3554
O, 0.6035, 4.8373, -1.2146, 0.2733, 1.0618, 0.6289
O, -3.9728, 4.0601, 0.4424, 1.9079, -1.2364, -1.0508
O, 3.0443, 7.7693, -1.9844, -0.6176, -0.802, 3.7253
O, 5.0513, 3.717, -3.7719, -0.0613, 1.8945, 2.4698
O, 6.2426, -0.4747, -1.3805, 0.3215, 2.1684, 0.3722
O, 4.6665, 1.71, -0.9551, -2.6895, -0.0275, 2.0727
O, 9.2437, 2.4592, -0.5914, -1.4068, 0.5795, 0.1375
O, 5.6725, 4.8921, -1.5395, 0.6471, 1.3352, -1.7743
O, 7.7645, 4.1986, -4.4142, 2.1478, -0.5171, 1.2574
O, 9.7878, 6.8974, -0.801, -2.2099, -0.2268, 1.2472
O, 7.6547, 8.4343, -1.1426, 1.7684, -1.8067, 0.6376
O, 0.6929, 1.774, 14.409, -0.2511, 1.0118, 1.4479
O, 0.0694, 0.3176, 12.2728, -2.0144, -0.3447, -3.175
O, 1.4719, 1.6942, 10.9922, 4.1388, 4.0697, -0.0978
O, 3.2682, 3.8948, 11.7544, 0.5308, -0.0547, -2.669
O, -0.0577, 6.2919, 12.0735, 0.586, -3.3535, -5.1147
O, 1.5442, 10.2402, 14.2015, 1.2553, -0.3794, -1.2838
O, 3.1036, 8.2531, 12.6536, -1.9304, -0.7771, 2.8463
O, 4.1584, 9.7777, 11.2793, 2.108, 3.3648, -0.7093
O, 5.6535, 0.5254, 12.4384, 0.8694, 0.4109, -1.1238
O, 7.5033, 2.5276, 12.1306, 2.6117, -0.8507, -2.9082
O, 9.532, 4.1923, 10.7925, -0.7136, -0.9264, -0.3332
O, 5.3349, 5.0238, 12.0231, 1.6721, 0.7465, -1.342
O, 9.2582, 8.5895, 12.5804, 0.5717, -3.0514, -1.6463
O, 6.9659, 7.1387, 12.0316, 1.7464, 2.4518, -1.3263
O, -2.5478, 1.2801, 16.5416, 1.1208, -3.049, -0.4891
O, 1.1588, 14.9546, 15.9779, 2.5793, 0.6304, 1.7542
O, -0.8831, 10.5142, 14.4681, -4.6295, 0.1122, 3.9425
O, 5.8611, 2.5823, 13.7806, 1.0385, 2.9076, 2.9271
O, 8.1312, 4.7926, 12.6311, -1.3225, 2.1315, 2.4393
O, 9.5532, 6.3813, 14.2803, -1.9885, -3.4327, 1.3256
O, 11.7369, 7.901, 13.6433, -5.7024, -3.0431, -0.2286
O, 5.9545, 5.4873, 14.1945, 2.1736, 0.9746, -2.189
O, 4.4181, 6.2821, 15.7828, 0.5555, -0.1714, 2.5198
O, 7.6828, 0.6395, 14.0843, 1.5398, -1.0267, 1.1211
O, 3.3127, -6.2316, 17.5077, 1.7243, 1.4187, 0.3786
O, 10.126, 3.625, 14.2058, -1.3173, 1.5942, 0.4982
O, 5.3393, -2.2574, 16.9996, 2.1008, -1.1611, -1.9812
O, 7.6531, 9.7493, 15.993, 2.4328, 0.2045, -2.2667
O, 3.2075, 8.4167, 15.0278, 1.1355, -0.5875, 2.5352

Results
free energy: -30518.591 eV
free energy less fixed offsets of O -463.61, Si -117.95 eV per atom: 23.949 eV
pressure: -0.29 GPa
stress xx, yy, zz, yz, xz, xy (GPa, positive in tension): 0.34, -0.13, 0.64, 0.06, 0.24, -0.74
